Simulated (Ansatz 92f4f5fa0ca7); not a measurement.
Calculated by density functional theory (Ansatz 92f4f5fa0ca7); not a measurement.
Periodic cell of 186 atoms, Si104O82, from a study of silicon, its oxide and their interface. The atomic structure is a simulated model.

Settings
functional: PBE
potential files: Ansatz PAW
basis: plane waves
wave-function cutoff: 700 eV
density cutoff ratio: 5
exchange-correlation grid ratio: 2
k mesh: 2 x 2 x 1, shifted by 0.5 0.5 0.5 of a step
self-consistency stop: 5e-08 eV per atom in the density residual
occupations: Fermi-Dirac, 0.05 eV
spin: none
net charge: 0

Cell vectors (angstrom)
a  11.5983  0  0
b  0  11.5983  0
c  5.2313  -3.2244  24.1346

Atoms: element, x, y, z (angstrom)
Si  2.6692  -0.5532  -0.1532
Si  2.6679  2.5325  0.6487
Si  2.6928  5.5573  -0.0136
Si  6.673  -0.7085  0.0159
Si  6.5125  2.349  0.4646
Si  6.5045  5.4096  0.1114
Si  10.2294  -0.8263  0.0913
Si  10.3104  2.2473  0.3656
Si  10.0151  5.2813  -0.3209
Si  4.6061  -1.3243  1.1287
Si  4.6286  2.405  1.8122
Si  4.5612  6.0775  1.3693
Si  8.4167  -1.2693  1.5308
Si  8.4396  2.3364  1.7373
Si  8.4181  5.9604  1.3898
Si  12.317  -1.3045  1.1647
Si  12.2275  2.405  1.6914
Si  12.1418  6.0908  1.0123
Si  4.6233  0.3659  2.8629
Si  4.5896  4.3722  2.9953
Si  4.603  8.2103  2.5016
Si  8.4154  0.4571  3.0526
Si  8.4393  4.2666  2.9927
Si  8.4289  8.1378  2.5779
Si  12.2889  0.4166  2.8714
Si  12.2099  4.4089  2.8252
Si  12.2605  8.1653  2.3975
Si  2.6746  0.4685  4.1744
Si  2.5721  4.3255  4.2007
Si  2.6108  8.2097  3.8612
Si  6.4743  0.4333  4.3393
Si  6.5088  4.2814  4.3427
Si  6.5146  8.1715  3.9984
Si  10.3827  0.4551  4.2882
Si  10.3703  4.2631  4.307
Si  10.3752  8.1345  3.9419
Si  2.6841  -1.5017  5.3967
Si  2.6978  2.3753  5.6018
Si  2.524  6.3462  5.3722
Si  6.5477  -1.566  5.533
Si  6.4834  2.3549  5.7224
Si  6.5125  6.2981  5.4984
Si  10.3823  -1.5733  5.4127
Si  10.3137  2.3363  5.72
Si  10.3377  6.2582  5.5053
Si  4.5953  -1.4313  6.8701
Si  4.6056  2.4854  7.1338
Si  4.4781  6.4208  6.6458
Si  8.521  -1.654  6.8745
Si  8.3403  2.2929  7.2186
Si  8.4183  6.0361  6.9056
Si  12.3342  -1.4316  6.702
Si  12.3443  2.299  6.9364
Si  12.2607  6.323  6.8603
Si  4.7239  0.4296  8.515
Si  4.4878  4.708  8.1879
Si  4.5168  8.1981  8.115
Si  8.5405  0.1537  8.4243
Si  8.2512  4.2815  8.6828
Si  8.425  7.9579  8.1383
Si  0.7956  0.341  8.2834
Si  12.1801  4.2628  8.1726
Si  0.6865  8.3524  8.055
Si  2.7029  0.0187  9.7186
Si  2.5169  4.2722  9.5212
Si  2.5941  8.5332  9.4181
Si  6.7343  -0.4061  9.8952
Si  6.0801  5.1279  9.92
Si  6.4598  8.1126  9.4035
Si  10.5307  0.5588  9.7917
Si  10.4192  3.8248  9.744
Si  10.3729  8.1806  9.3951
Si  1.852  7.0054  19.2673
Si  2.5766  1.338  12.6637
Si  4.7745  2.2618  17.185
Si  9.9207  8.6462  14.5151
Si  4.5227  11.2422  18.9191
Si  9.3671  0.3406  18.0762
Si  0.6146  4.8301  12.0437
Si  4.2497  9.9784  16.3711
Si  11.7041  2.4992  14.009
Si  10.2758  7.2223  19.2093
Si  4.7803  0.664  14.5526
Si  13.7344  6.2865  22.0515
Si  10.6376  9.9057  11.7751
Si  0.7735  7.5297  11.4062
Si  4.3662  3.1303  11.3392
Si  7.6456  7.4562  15.9714
Si  4.7495  7.1184  16.3589
Si  9.7935  5.6881  14.9582
Si  11.1609  2.3836  19.4939
Si  6.714  1.4643  12.2704
Si  8.7972  3.1263  13.7644
Si  8.0086  8.5104  20.9635
Si  8.4299  2.7282  21.1352
Si  7.9099  2.6815  16.757
Si  11.7674  3.7706  16.6395
Si  10.8579  9.4736  17.1813
Si  13.1402  3.1839  21.7506
Si  2.1101  9.9086  18.1488
Si  7.2657  -0.1342  20.35
Si  6.5238  7.2936  18.5972
Si  3.0155  4.867  17.2601
Si  8.1653  4.8211  18.9622
O  2.7145  1.1078  -0.1854
O  2.6801  -0.7747  -1.8088
O  11.0396  9.2337  15.5712
O  14.0925  7.1992  20.7462
O  8.8976  1.4159  16.9617
O  0.2344  6.8598  19.54
O  11.3487  3.3619  18.1696
O  6.5549  0.9254  -0.4578
O  9.4582  5.8088  19.1562
O  13.4862  4.7629  21.5447
O  11.7187  2.4702  15.6464
O  9.8114  -1.9162  -1.1049
O  2.7299  3.8951  -0.3288
O  5.0229  7.3282  17.9736
O  8.3374  3.1239  22.7131
O  9.3038  5.7418  -1.7844
O  9.4812  8.1936  20.2759
O  10.7665  -0.119  11.3321
O  2.255  7.5142  10.6981
O  2.369  0.7209  11.1855
O  2.8173  -1.5908  10.1251
O  7.5412  7.993  17.5133
O  7.7447  3.9158  20.2537
O  3.4313  2.9267  9.9981
O  3.3687  2.8006  12.6094
O  6.3663  6.7318  10.3567
O  7.2435  11.8037  11.3808
O  12.1042  10.1265  18.0196
O  5.5158  1.9919  11.3069
O  10.8454  4.4636  11.2178
O  7.8165  2.6505  12.5449
O  10.4815  2.1905  10.0686
O  4.3404  1.1307  18.2705
O  0.6204  3.9358  13.4127
O  5.2333  4.5374  11.2718
O  4.0335  3.6421  17.6158
O  7.8083  10.1372  21.1631
O  9.8846  9.6073  13.1927
O  9.8154  9.3144  10.4766
O  0.4591  9.072  11.8798
O  1.6989  4.2698  16.5541
O  5.0832  10.1763  17.7844
O  12.7271  1.3961  13.4106
O  1.9048  4.6576  11.0353
O  10.8387  4.9415  15.9705
O  7.1292  -1.5778  -1.3271
O  3.5326  0.3727  13.5545
O  6.4916  -2.0436  10.2534
O  4.3782  1.8133  15.6563
O  6.1321  1.0432  13.7345
O  5.0631  10.8468  15.2825
O  2.7137  10.4502  16.7127
O  10.3288  7.0685  14.2521
O  3.7639  5.8474  16.1825
O  2.4974  5.6768  18.5746
O  9.706  10.5866  17.2816
O  10.143  2.2029  13.6092
O  8.0542  -0.058  18.9348
O  12.5698  2.4832  20.352
O  10.2266  3.6259  -0.5896
O  5.6364  11.3174  20.1144
O  9.2787  4.6964  13.7516
O  10.3919  8.0297  17.7849
O  6.7504  8.0333  20.015
O  2.9943  10.7008  19.3172
O  8.3687  8.6243  15.0838
O  2.2525  8.2913  18.3492
O  6.1491  6.9773  15.5135
O  7.6211  1.301  21.0472
O  6.7154  6.3014  -1.2679
O  0.7428  6.3801  12.5579
O  8.4932  3.8802  17.6806
O  8.5432  6.1063  15.9088
O  6.4992  3.7873  -0.4285
O  10.2649  0.7822  -0.4961
O  6.8363  5.7038  18.693
O  7.9729  2.9807  15.1658
O  4.0743  8.4766  15.797
O  9.9662  2.7483  20.5527
O  11.1445  7.0622  10.3828
O  10.6706  0.9138  18.911
O  6.3882  2.4147  17.2343

Results
free energy: -112758.121 eV
free energy less fixed offsets of O -569.03, Si -635.61 eV per atom: 5.779 eV
pressure: -0.58 GPa
stress xx, yy, zz, yz, xz, xy (GPa, positive in tension): 0.29, 0.89, 0.56, -0.11, 0.02, 0.72

Forces (eV/angstrom), in the order of the atoms: element, x, y, z
Si  -0.0086  0.3929  -0.1886
Si  -0.0189  0.0024  -0.7182
Si  0.1349  -0.3267  0.0543
Si  0.0047  0.1527  -0.1867
Si  -0.091  0.0872  -0.7064
Si  -0.1027  -0.2168  -0.2443
Si  0.0205  0.2707  -0.1338
Si  0.0967  -0.159  -0.5042
Si  -0.2612  -0.1994  -0.023
Si  0.1567  0.1209  -0.0894
Si  0.1624  0.1171  -0.1086
Si  0.151  -0.1069  -0.2115
Si  0.0084  -0.0216  -0.048
Si  -0.0135  -0.0571  -0.1642
Si  -0.0133  0.0071  -0.1182
Si  -0.1413  0.0957  -0.1201
Si  -0.1704  -0.0013  -0.1247
Si  0.1091  -0.225  -0.2164
Si  -0.0855  -0.1798  0.2033
Si  0.1021  0.05  0.3209
Si  -0.0221  -0.0267  -0.0641
Si  0.0257  -0.0557  0.3422
Si  0.0137  0.1704  0.3046
Si  -0.0224  -0.0157  -0.232
Si  0.091  -0.0736  0.1631
Si  -0.1072  0.0414  0.0647
Si  0.0278  0.0212  -0.1423
Si  0.0042  -0.12  -0.0694
Si  0.0434  0.0337  0.016
Si  -0.0842  0.0006  0.0012
Si  0.0371  -0.0597  -0.0257
Si  -0.0752  0.1256  -0.0925
Si  0.0421  0.0243  -0.0067
Si  -0.1841  -0.0799  -0.0696
Si  0.0695  0.114  0.0092
Si  0.0436  -0.0018  0.0771
Si  0.0835  0.0078  0.0706
Si  -0.0607  0.0641  0.1328
Si  -0.012  -0.0106  -0.0841
Si  -0.0007  -0.0209  0.0792
Si  -0.0043  0.0892  0.1543
Si  0.0822  -0.1298  -0.1037
Si  -0.0516  0.0029  0.0332
Si  0.126  0.0052  0.2541
Si  -0.0149  -0.053  -0.0789
Si  -0.0788  0.2451  0.0997
Si  -0.0842  -0.1271  0.1243
Si  0.1002  -0.0486  -0.0026
Si  0.0765  0.0442  -0.1534
Si  0.1125  -0.1575  0.0457
Si  -0.162  -0.0077  0.1376
Si  -0.0039  0.1213  -0.2345
Si  -0.0942  -0.0867  -0.1523
Si  0.0365  -0.2626  0.0729
Si  0.0387  -0.2969  0.1042
Si  -0.2915  -0.1043  0.2092
Si  -0.0847  0.0634  0.2143
Si  0.1185  0.1011  0.3215
Si  0.0802  0.082  0.1087
Si  0.0471  0.1676  0.2512
Si  0.0448  0.0492  0.342
Si  0.1912  0.2021  0.1477
Si  0.0457  0.0076  0.1829
Si  -0.0617  -0.0432  0.0751
Si  -0.2677  -0.0597  0.1596
Si  -0.0145  -0.2102  0.2723
Si  0.0067  -0.2575  -0.1521
Si  -0.0882  0.2973  0.0168
Si  0.0699  0.1768  0.1742
Si  0.017  0.0755  -0.1331
Si  0.1425  -0.1386  0.1216
Si  0.0323  -0.1689  0.236
Si  -0.0492  0.0564  -0.1546
Si  -0.063  -0.1153  0.3716
Si  -0.0051  -0.1101  -0.05
Si  0.035  -0.1429  0.1295
Si  0.0287  -0.0082  -0.0895
Si  0.0599  0.0425  -0.1248
Si  0.1545  -0.1806  0.1531
Si  0.0184  0.173  -0.0661
Si  -0.2106  -0.0621  0.101
Si  -0.0295  0.016  -0.1546
Si  -0.1529  0.0037  0.121
Si  -0.0483  0.2606  0.0131
Si  -0.0696  -0.0772  -0.0229
Si  -0.0682  -0.0059  -0.0129
Si  -0.1694  0.082  0.096
Si  0.1555  -0.0079  0.0174
Si  -0.0018  0.0362  -0.0123
Si  0.0045  -0.0639  0.0934
Si  -0.1144  -0.1037  -0.3563
Si  -0.0184  0.0636  0.3548
Si  0.2477  -0.0409  0.3085
Si  0.0228  0.1369  -0.2449
Si  0.0494  -0.0377  -0.3044
Si  0.0556  -0.1059  -0.0956
Si  -0.0884  -0.1256  -0.0984
Si  -0.02  0.0214  -0.0776
Si  0.0265  -0.1141  0.0396
Si  -0.0805  0.0306  0.0479
Si  0.0273  -0.1516  -0.3151
Si  0.135  0.0351  -0.078
Si  -0.0613  -0.0761  -0.0721
Si  0.0571  0.1014  -0.1829
O  -0.0391  -0.4822  0.0089
O  0.0025  -0.1893  0.3491
O  -0.0953  -0.0379  -0.0941
O  -0.062  -0.1307  0.1962
O  -0.0863  0.0615  0.0593
O  0.077  -0.0231  0.078
O  -0.0256  -0.071  0.2598
O  -0.0316  -0.2889  0.4957
O  -0.0066  0.0189  0.05
O  0.0035  -0.0604  -0.0901
O  0.0484  0.0484  -0.0743
O  0.2097  0.115  0.0059
O  -0.1053  0.3874  0.3445
O  0.0241  0.0076  -0.0138
O  -0.1405  -0.0867  0.2246
O  0.2653  -0.0809  0.2942
O  -0.1242  0.0341  0.1305
O  -0.0152  0.11  -0.3122
O  0.0154  0.0934  -0.1421
O  0.078  -0.1075  -0.3667
O  -0.1114  0.22  -0.3322
O  -0.1175  -0.0364  0.0013
O  -0.0639  -0.0291  0.1348
O  -0.0033  0.1442  -0.0266
O  0.2011  0.1201  -0.1863
O  -0.0302  -0.4738  -0.2822
O  -0.0652  -0.1314  -0.2471
O  0.0616  0.0224  0.0271
O  -0.0301  -0.0429  -0.0995
O  -0.163  -0.0328  -0.2896
O  -0.1151  -0.0958  -0.2075
O  -0.1659  0.1098  -0.0914
O  -0.0185  0.0171  0.02
O  0.0636  0.2247  -0.3534
O  0.1491  -0.0185  -0.2721
O  -0.0286  0.0855  0.0369
O  0.0147  -0.0313  0.0199
O  0.0669  0.0858  -0.1619
O  -0.0367  -0.1085  0.0009
O  0.0255  -0.0517  0.0539
O  0.1143  0.0783  -0.0027
O  -0.0664  0.0125  0.0074
O  0.1039  -0.0622  -0.1746
O  0.1306  -0.0084  -0.2087
O  -0.0369  0.092  -0.0243
O  -0.0897  0.1491  -0.0139
O  0.0007  0.0429  -0.09
O  0.1099  0.4279  -0.2701
O  0.0316  -0.0691  -0.0948
O  0.095  0.0347  -0.2325
O  -0.0048  0.013  -0.0002
O  0.0876  -0.1178  0.0468
O  -0.0475  0.1162  0.0133
O  0.0619  0.033  -0.0215
O  0.0128  0.0782  0.1119
O  -0.0125  -0.0132  0.0869
O  0.0072  0.0212  -0.0166
O  -0.1592  -0.0172  0.2481
O  0.1943  0.1239  0.3046
O  0.0279  0.4556  0.2598
O  0.0992  -0.0067  0.1078
O  -0.0267  0.0125  -0.0786
O  -0.0366  -0.0458  0.1224
O  0.0382  0.013  0.1252
O  -0.0135  -0.0331  -0.113
O  0.0813  0.0069  -0.0339
O  0.0192  -0.093  0.0661
O  -0.0873  0.0052  0.0511
O  0.0319  0.0608  0.032
O  -0.1219  -0.0853  0.0596
O  0.0115  0.1017  -0.163
O  -0.0242  0.0312  0.1005
O  -0.0392  0.0149  -0.0408
O  0.0048  0.2974  0.4991
O  0.0119  -0.1901  0.5403
O  0.0071  -0.0408  0.0636
O  0.0007  0.0124  -0.0692
O  0.0571  -0.0516  0.0364
O  -0.0387  -0.0002  0.1631
O  -0.0904  0.1337  -0.0473
O  0.0705  0.1124  0.1168
O  0.0126  0.0083  0.0545

The program warned: the cutoff lies below the one the program advises for these potential files.
